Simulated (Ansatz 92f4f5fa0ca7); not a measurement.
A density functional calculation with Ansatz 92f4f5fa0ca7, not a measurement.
Periodic cell of 351 atoms, Si241O110, from a study of silicon, its oxide and their interface. The atomic structure is a simulated model.
Doubt: the cutoff is far below the 930 eV that the study's wrapper takes by default for these files, so forces and energies are approximate.

Settings
functional: PBE
potential files: Ansatz PAW
basis: plane waves
wave-function cutoff: 580 eV
density cutoff ratio: 5
exchange-correlation grid ratio: 1
k mesh: 1 x 1 x 1, Gamma-centred
self-consistency stop: 5e-08 eV per atom in the density residual
occupations: fixed
spin: none
net charge: 0

Cell vectors (angstrom)
a 11.6015 0 0
b 0 13.3963 0
c 0 0 40.294

Atoms and the computed forces on them: element, x, y, z (angstrom), force x, y, z (eV/angstrom)
Si 0 2.2327 1.1851 -0.011 0.0158 0.021
Si 3.8672 2.2327 1.1851 0.0063 0.0324 0.0216
Si 7.7343 2.2327 1.1851 -0.0043 0.0255 0.0234
Si 1.9336 5.5818 1.1851 -0.0019 -0.0173 -0.0257
Si 5.8008 5.5818 1.1851 -0.0118 0.0049 0.0119
Si 9.6679 5.5818 1.1851 0.0117 -0.0245 -0.0104
Si 0 8.9308 1.1851 -0.0009 -0.0011 0.0107
Si 3.8672 8.9308 1.1851 -0.0048 -0.005 0.0067
Si 7.7343 8.9308 1.1851 0.0112 0.0311 -0.0067
Si 1.9336 12.2799 1.1851 0.0027 -0.005 0.0061
Si 5.8008 12.2799 1.1851 0.0011 0.0019 -0.0085
Si 9.6679 12.2799 1.1851 -0.0073 0.015 -0.0051
Si 1.9336 1.1164 1.9745 0.0089 -0.051 -0.0179
Si 5.8008 1.1164 1.9745 -0.0033 -0.0453 -0.0151
Si 9.6679 1.1164 1.9745 0.0398 -0.0613 -0.0115
Si 0 4.4654 1.9745 0.0127 0.0317 0.0116
Si 3.8672 4.4654 1.9745 -0.0411 0.0217 0.0049
Si 7.7343 4.4654 1.9745 0.0221 -0.0123 -0.0081
Si 1.9336 7.8145 1.9745 -0.0054 -0.0045 -0.0076
Si 5.8008 7.8145 1.9745 -0.0154 -0.0291 -0.0128
Si 9.6679 7.8145 1.9745 -0.0059 0.0063 -0.0053
Si 0 11.1635 1.9745 -0.0126 0.0154 -0.0054
Si 3.8672 11.1635 1.9745 0.0165 -0.0079 -0.003
Si 7.7343 11.1635 1.9745 0.0049 -0.0539 0.0039
Si 1.9336 1.1164 4.3426 -0.0102 -0.0851 0.1416
Si 5.8008 1.1164 4.3426 -0.0057 -0.1046 0.011
Si 9.6679 1.1164 4.3426 0.1034 -0.1138 -0.022
Si 0 4.4654 4.3426 0.0493 0.016 -0.2478
Si 3.8672 4.4654 4.3426 -0.0984 0.0509 -0.1204
Si 7.7343 4.4654 4.3426 0.0378 -0.0083 -0.0678
Si 1.9336 7.8145 4.3426 -0.0082 -0.0145 -0.0322
Si 5.8008 7.8145 4.3426 -0.0486 -0.0604 -0.009
Si 9.6679 7.8145 4.3426 0.0028 0.0162 0.0318
Si 0 11.1635 4.3426 -0.0304 0.0349 0.1171
Si 3.8672 11.1635 4.3426 0.0293 -0.0299 -0.0543
Si 7.7343 11.1635 4.3426 0.0219 -0.1096 -0.1571
Si 0 0 35.9535 0.1298 -0.0204 -0.1431
Si 3.8672 0 35.9535 -0.0262 0.1627 0.2089
Si 7.7343 0 35.9535 -0.12 0.0751 0.0529
Si 1.9336 3.3491 35.9535 0.0378 0.0433 -0.1576
Si 5.8008 3.3491 35.9535 -0.0493 0.0843 -0.1783
Si 9.6679 3.3491 35.9535 0.0207 0.1269 -0.0583
Si 0 6.6981 35.9535 -0.0832 -0.0082 0.189
Si 3.8672 6.6981 35.9535 -0.0835 -0.0981 -0.1394
Si 7.7343 6.6981 35.9535 0.1562 -0.0194 0.1953
Si 1.9336 10.0472 35.9535 -0.0715 -0.0045 -0.0004
Si 5.8008 10.0472 35.9535 -0.0007 0.0788 0.1833
Si 9.6679 10.0472 35.9535 0.0391 0.0559 -0.0702
Si 0 0 38.3216 0.04 -0.0219 0.0085
Si 3.8672 0 38.3216 -0.0073 0.0663 -0.0063
Si 7.7343 0 38.3216 -0.0492 0.0306 0.0006
Si 1.9336 3.3491 38.3216 0.0196 0.029 0.0064
Si 5.8008 3.3491 38.3216 -0.0145 0.0469 0.0153
Si 9.6679 3.3491 38.3216 0.0052 0.0554 0.0202
Si 0 6.6981 38.3216 -0.0373 -0.0204 -0.0095
Si 3.8672 6.6981 38.3216 -0.0416 -0.0317 0.0123
Si 7.7343 6.6981 38.3216 0.0706 -0.0026 -0.0135
Si 1.9336 10.0472 38.3216 -0.02 -0.0198 0.0079
Si 5.8008 10.0472 38.3216 -0.0032 0.0268 0.0049
Si 9.6679 10.0472 38.3216 0.0182 0.044 0.0122
Si 0 2.2327 39.111 0.0046 -0.0074 -0.0332
Si 3.8672 2.2327 39.111 -0.0075 -0.0366 0.001
Si 7.7343 2.2327 39.111 0.0076 -0.0273 -0.0225
Si 1.9336 5.5818 39.111 -0.0104 0.0182 0.0059
Si 5.8008 5.5818 39.111 0.0163 -0.0034 -0.0213
Si 9.6679 5.5818 39.111 -0.0062 0.0218 0.0463
Si 0 8.9308 39.111 0.0047 -0.0048 -0.0047
Si 3.8672 8.9308 39.111 0.0071 0.0112 -0.0124
Si 7.7343 8.9308 39.111 -0.0138 -0.0293 -0.0067
Si 1.9336 12.2799 39.111 0.0101 0.0044 -0.0035
Si 5.8008 12.2799 39.111 -0.0039 -0.0049 0.0155
Si 9.6679 12.2799 39.111 -0.0008 -0.015 -0.0174
Si -0.0254 0.0014 28.9994 0.1676 -0.0644 -0.5634
Si 1.7436 3.3478 28.7889 -0.2867 -0.1069 -0.6062
Si 7.7084 0.0562 28.9468 -0.0242 -0.1245 -0.0636
Si -0.0901 2.2642 29.6998 -0.1082 -0.0751 0.2941
Si 6.1934 3.7461 28.6701 0.1281 0.1644 -0.5086
Si 9.5964 3.4639 29.0365 0.1904 0.0023 -0.7298
Si 0.0555 6.7328 28.5862 0.3305 -0.0573 -0.6351
Si 3.8781 6.9007 28.9124 0.0186 0.2669 -0.4327
Si 7.7932 6.8745 28.8481 -0.0636 0.4302 -0.4741
Si 2.0167 10.0208 29.023 0.2 -0.0218 -0.4995
Si 5.6977 10.0509 29.0962 -0.0884 -0.0589 -0.6821
Si 9.6161 10.1564 28.7856 -0.2036 0.1431 -0.6502
Si 3.8628 -0.0146 28.5353 0.2853 -0.0796 -0.7672
Si 3.6827 2.1841 29.3244 0.2657 0.2347 0.01
Si 7.7261 2.2831 29.7473 -0.2634 -0.0423 0.209
Si 1.9414 5.6245 29.4511 0.1096 0.0133 0.3073
Si 5.8441 5.8307 29.623 0.0608 -0.1741 0.3312
Si 9.7328 5.7247 29.5595 -0.2019 0.0254 0.4065
Si -0.0335 8.9504 29.41 0.0074 0.101 0.3216
Si 3.854 8.95 32.3085 -0.0247 -0.029 0.0521
Si 7.7528 9.0545 29.6802 -0.1152 -0.1224 0.2913
Si 1.99 12.3126 29.5204 -0.2659 -0.0693 0.51
Si 5.7179 12.3514 29.5904 0.2581 -0.0046 0.269
Si 9.6369 12.3122 29.703 -0.1192 0.068 0.2558
Si -0.0279 2.2577 32.0541 0.0068 -0.009 0.0305
Si 3.8774 2.2809 31.8181 -0.1066 -0.0758 -0.055
Si 7.7156 2.2823 32.0871 -0.0064 0.0034 0.0009
Si 1.9402 5.6087 31.8821 -0.0814 -0.0008 0.0931
Si 5.8083 5.6548 31.9912 -0.0012 -0.0054 0.0281
Si 9.6894 5.6707 31.9683 0.0635 0.0681 -0.0008
Si -0.013 8.9587 31.8717 -0.0546 -0.0239 0.0835
Si 3.8367 8.9674 30.0439 -0.0351 -0.063 0.3874
Si 7.7208 8.9936 32.042 0.1158 -0.0116 0.0675
Si 1.9694 12.3215 31.941 0.0299 0.0589 0.0113
Si 5.7609 12.3329 31.9893 0.0079 0.0081 -0.0122
Si 9.6527 12.2975 32.0535 0.024 -0.0624 0.0465
Si 1.9627 1.1625 32.7552 -0.0341 -0.0151 -0.1302
Si 5.7556 1.1675 32.7879 0.0278 -0.0134 -0.1058
Si 9.6472 1.1337 32.8475 0.0463 0.0284 -0.1193
Si 0.0068 4.5137 32.7748 0.0376 0.0305 -0.1366
Si 3.8661 4.493 32.7217 0.0274 0.0079 -0.1458
Si 7.7489 4.5364 32.7844 -0.0045 0.0037 -0.0865
Si 1.8699 7.809 32.8072 0.0135 -0.0274 -0.1115
Si 5.8294 7.837 32.8791 -0.0025 -0.0243 0.0003
Si 9.6756 7.8845 32.8027 -0.0129 -0.0054 -0.1323
Si 0.0267 11.1826 32.759 -0.038 0.0126 -0.2348
Si 3.8583 11.2279 32.8632 -0.0285 0.0682 -0.0657
Si 7.6958 11.2176 32.8269 0.0566 -0.0144 -0.1354
Si 1.9428 1.1207 35.1432 -0.0139 -0.0009 -0.0246
Si 5.7891 1.1224 35.1568 -0.0068 -0.018 0.0322
Si 9.6674 1.1178 35.1926 -0.0206 -0.0392 0.0165
Si 0.002 4.4745 35.1521 0.0284 -0.0124 0.0066
Si 3.8646 4.4643 35.1195 0.0028 -0.0251 0.0541
Si 7.7375 4.4755 35.1541 -0.0065 0.0234 0.0435
Si 1.9165 7.8088 35.1697 -0.063 -0.049 0.0123
Si 5.8105 7.8143 35.214 0.0404 -0.0338 -0.0278
Si 9.6724 7.821 35.1682 0.0169 0.0061 -0.0116
Si 0.0055 11.1614 35.1407 0.0347 -0.0243 0.0325
Si 3.866 11.1776 35.204 -0.0124 0.034 -0.0085
Si 7.7272 11.1697 35.1802 -0.0054 0.0036 0.0089
Si 0.0026 -0.0023 5.1676 0.0153 0.0219 -0.0455
Si 3.8726 -0.0107 5.1446 0.0136 -0.001 -0.0299
Si 7.74 -0.0139 5.1123 0.0128 -0.0393 -0.0399
Si 1.9275 3.3498 5.1167 -0.0223 -0.0062 0.018
Si 5.7945 3.351 5.0968 -0.0501 0.0206 -0.0064
Si 9.6797 3.3447 5.1009 0.043 -0.004 -0.0104
Si 0 6.695 5.1237 -0.014 0.0206 0.0009
Si 3.8598 6.6974 5.1357 -0.0079 0.0285 0.0061
Si 7.7336 6.6946 5.1213 0.0006 0.0063 0.0039
Si 1.9366 10.0479 5.1254 -0.0044 0.036 0.0011
Si 5.8018 10.0411 5.1227 0.0281 0.0228 0.0328
Si 9.6648 10.0473 5.1452 0.0043 0.0321 0.0282
Si 0.0359 -0.0221 7.5578 -0.0182 -0.0045 0.1789
Si 3.9175 -0.0561 7.5177 -0.0523 -0.0122 0.2137
Si 7.7686 -0.0706 7.4608 0.0192 0.0054 0.068
Si 1.9064 3.3255 7.4739 0.0272 0.0004 0.0791
Si 5.7691 3.3316 7.4363 0.0189 0.0121 0.1312
Si 9.7092 3.2995 7.4434 -0.0149 0.0724 0.0093
Si -0.0194 6.6757 7.4841 -0.0073 -0.033 0.1678
Si 3.8218 6.6815 7.5056 0.0592 -0.0431 0.1579
Si 7.7234 6.6495 7.4797 -0.0186 0.0222 0.1376
Si 1.9477 10.0351 7.4875 -0.011 -0.003 0.1405
Si 5.8169 9.9924 7.4866 -0.0049 0.0139 0.1292
Si 9.6661 10.0369 7.526 -0.0504 -0.0272 0.1434
Si 0.0108 2.215 8.3679 0.0677 0.0067 -0.0401
Si 3.8391 2.2023 8.2326 -0.1033 0.0048 -0.0659
Si 7.7402 2.1947 8.0624 -0.0057 -0.0019 0.0032
Si 1.8871 5.542 8.323 0.019 -0.0407 0.0336
Si 5.7645 5.5565 8.265 -0.0215 0.0764 -0.0762
Si 9.6563 5.5103 8.2499 0.0091 -0.0219 -0.0405
Si 0.014 8.9176 8.2712 0.0142 0.0216 -0.0159
Si 3.8674 8.9188 8.3115 0.0398 0.0719 0.0276
Si 7.7365 8.8665 8.3185 0.0522 0.0282 -0.0736
Si 1.9777 12.2397 8.3645 0.0449 0.0276 -0.1242
Si 5.8804 12.2042 8.3271 -0.0262 -0.0315 -0.0769
Si 9.6939 12.2706 8.3836 0.0689 -0.0651 0.0394
Si 0.0614 2.2399 10.7858 -0.2238 -0.1149 -0.3388
Si 3.8071 2.1481 10.5835 0.1373 -0.095 -0.4957
Si 7.6859 2.2168 10.3523 0.1069 -0.085 -0.3919
Si 1.8755 5.5181 10.7297 -0.1566 0.1844 -0.2106
Si 5.6969 5.5318 10.6316 0.1149 0.0564 -0.3018
Si 9.6344 5.4144 10.613 0.0297 0.1278 -0.3521
Si 0.0474 8.8489 10.6347 -0.0131 -0.0923 -0.2765
Si 3.8997 8.9366 10.7055 -0.2017 -0.0549 -0.3014
Si 7.735 8.7408 10.706 -0.0052 0.0174 -0.372
Si 2.0257 12.2059 10.7676 -0.0467 -0.0391 -0.1896
Si 5.9968 12.1294 10.7252 -0.0791 0.1283 -0.3053
Si 9.7427 11.9976 10.8012 -0.1086 0.2316 -0.0591
Si 1.9562 1.0356 11.5111 0.0236 -0.0904 0.6664
Si 5.8159 1.046 11.1123 -0.1147 0.2176 0.6492
Si 9.5641 1.5166 11.5412 0.0209 0.2552 0.8014
Si -0.0686 4.4307 11.6034 -0.0974 0.2084 0.7133
Si 3.8041 4.3571 11.3758 0.0857 0.0365 0.7398
Si 7.6115 4.3619 11.2261 -0.2923 -0.0942 0.4489
Si 1.9715 7.7759 11.4309 0.0095 -0.0826 0.022
Si 5.7555 7.7299 11.4445 -0.1135 0.0655 0.6269
Si 9.7341 7.6382 11.2866 0.1536 -0.133 0.6105
Si 0.1283 11.0227 11.517 0.1709 0.0057 0.7007
Si 4.0315 11.1637 11.517 0.3339 0.061 0.6573
Si 7.8883 10.8707 11.6064 0.1761 -0.5637 0.5218
O 5.751 1.4038 12.7265 -0.0097 -0.0254 -0.047
O 11.3057 4.4649 13.2883 0.2016 0.0065 -0.6312
O 7.3607 3.9943 12.8458 0.0233 0.1811 -0.0934
O 2.109 1.061 13.1919 -0.0536 0.0935 -0.5832
O 0.1787 11.006 13.2121 0.0973 -0.1054 -0.6802
O 21.1672 13.3023 11.856 0.0716 -0.2464 -0.4157
O 9.9485 -19.4073 12.9247 -0.0887 -0.0074 -0.247
O 4.4213 11.3061 13.1635 -0.1758 -0.1927 -0.5726
O 8.2078 10.4752 13.2348 -0.2312 0.2396 -0.5466
O 3.8184 4.3305 13.0598 -0.0013 -0.0064 -0.3566
O 9.3303 2.1807 13.055 0.1148 -0.081 -0.3363
O 5.6383 7.8407 13.1214 0.1087 -0.0624 -0.4554
O 4.0701 -0.0395 26.8307 -0.2561 -0.028 0.8807
O 1.4033 3.1111 27.1573 0.1415 0.134 0.3483
O 8.6957 -2.3472 24.5553 -0.036 0.0314 0.0893
O -6.8305 29.7932 28.3239 -0.2668 -0.3709 0.5154
O 9.296 10.2917 27.1285 0.1011 -0.0432 0.6218
O 9.4493 3.6293 27.3506 0.0681 -0.0876 0.2726
O 6.8572 4.206 27.1966 -0.0822 -0.0476 0.3422
O 0.3012 6.6656 26.8928 -0.0613 0.1375 0.759
O 2.5609 9.7828 27.4451 -0.0513 -0.0317 0.2589
O 5.3176 9.8108 27.4599 -0.0152 -0.0247 0.2832
O 0.0105 13.1721 27.337 0.0441 0.0904 0.2848
O 3.963 7.4614 27.307 -0.0587 -0.1205 0.2706
Si 4.995 0.1517 25.4894 0.1516 0.065 -0.4549
Si 11.9277 11.3298 24.3877 0.2054 -0.1434 -0.2335
Si 9.4545 10.0004 25.5373 0.1833 0.101 -0.2639
Si 1.9511 0.4062 14.6777 0.0459 -0.05 0.3562
Si 4.9501 11.4476 23.142 -0.0185 -0.2775 -0.1561
Si 12.3415 3.9946 20.8339 0.0073 -0.1298 0.0737
Si 4.875 2.8616 23.8256 -0.2072 0.067 -0.244
Si 7.9702 8.8672 20.9283 -0.0483 0.0609 0.004
Si 6.0739 9.8918 16.2791 0.0055 0.0638 0.0132
Si 7.2567 4.8858 24.0477 -0.2471 0.0936 -0.2289
Si 11.2793 6.0426 25.5075 -0.0599 -0.0052 -0.4486
Si 10.7099 16.2798 17.1618 -0.0541 -0.1139 0.0957
Si 11.6046 0.2636 18.7148 -0.0114 0.0617 0.098
Si 4.5498 12.0219 14.6251 -0.0447 0.0586 0.3475
Si 5.4315 9.0368 19.1744 0.1091 0.0767 0.0201
Si 11.5111 11.5812 14.714 -0.1291 0.1776 0.1233
Si 10.6075 4.6329 14.7614 0.0495 -0.066 0.2455
Si 2.8419 9.9053 24.2846 -0.2458 0.0985 -0.4368
Si 8.8175 10.2654 14.7423 -0.0963 0.1043 0.3966
Si 3.95 9.0668 26.9152 0.0919 0.1763 -0.2298
Si 2.418 9.4577 19.5128 -0.0801 0.1203 0.0913
Si 7.7658 -2.4066 23.2434 -0.1258 -0.0409 -0.063
Si 11.8076 10.141 21.5228 0.0227 0.0172 0.0532
Si 10.5466 7.6486 14.4108 0.0709 0.2212 0.0635
Si 8.1012 3.4434 26.4441 0.1025 -0.0551 -0.2359
Si 10.8094 0.2531 26.0043 -0.021 -0.1167 -0.2277
Si 5.279 3.3115 18.2746 -0.0519 -0.1504 0.0356
Si 6.7877 12.7266 21.2711 -0.0054 -0.0258 0.0557
Si 3.4558 2.5808 16.0051 0.1114 -0.1401 0.2332
Si 7.7922 0.3205 26.6249 0.0057 -0.0662 0.1445
Si 1.9357 7.639 13.7813 -0.0424 0.0351 -0.0407
Si 4.8026 7.7138 14.5175 0.0117 0.0734 0.2324
Si 8.2395 3.0781 13.8814 -0.0155 -0.1042 0.0443
Si 9.6348 3.8934 19.6373 0.0345 -0.0092 0.0138
Si 8.3363 7.092 25.682 -0.1629 0.0088 -0.3018
Si 13.5391 2.8194 23.2104 0.1561 0.0121 -0.0603
Si 5.8793 1.3322 14.3287 -0.1718 -0.1485 0.05
Si 0.4781 2.9895 25.8276 0.1135 -0.162 -0.2961
Si 8.7206 12.709 18.9549 -0.012 0.0755 0.0077
Si 9.9523 10.1341 19.0705 0.1285 0.0489 0.1649
Si 0.9409 7.6951 23.0318 0.1964 0.3036 -0.1293
Si 13.7388 1.4244 20.635 -0.0262 -0.0283 0.1535
Si 5.1257 1.7441 20.8661 -0.0123 -0.0275 0.0308
Si 3.3999 5.1297 14.4164 -0.1213 -0.0212 0.1927
Si 5.0563 6.0244 19.4062 0.0833 -0.0118 0.0467
Si 12.2582 10.7429 17.4497 -0.0032 0.0728 0.229
Si 7.7253 5.825 21.1343 -0.0211 0.013 0.007
Si 8.0528 2.0056 17.9706 0.0332 -0.0179 0.0185
Si 2.1497 6.5503 20.4494 0.032 0.0644 0.1527
O 10.8791 15.2735 25.9211 -0.044 0.0026 0.1244
O 7.696 -0.8637 22.6356 0.0048 -0.0403 -0.0293
O 2.0454 10.1955 18.1026 -0.0127 -0.021 -0.1157
O 9.1768 11.3199 18.2428 -0.0023 -0.0299 -0.0011
O 11.3545 3.6182 15.8448 -0.0515 0.1313 -0.1677
O 1.6559 10.1682 20.7688 0.0575 0.0029 -0.0355
O 3.9886 2.6057 17.5525 -0.0041 0.0209 -0.1086
O 0.1928 6.7525 24.1197 -0.1708 -0.1781 0.2967
O 7.2285 6.4091 24.6717 0.1279 0.0449 0.1855
O 8.3281 9.9197 22.1286 0.034 0.0037 0.0488
O 3.2841 8.3812 14.4006 -0.0527 -0.0172 -0.1045
O 10.6988 10.6548 20.445 -0.0735 -0.0375 -0.0412
O 11.464 -0.5532 24.7508 -0.0949 0.216 0.1676
O 5.2251 7.487 18.7185 -0.0359 -0.0848 -0.0621
O 13.3474 2.9249 20.0945 0.0264 0.0753 -0.0975
O 4.941 10.9399 15.7666 -0.1077 0.0752 -0.1599
O 1.9438 1.4729 22.2671 0.0094 0.0323 0.0452
O 13.4834 11.1097 24.8469 0.0023 -0.0197 0.0691
O 0.7313 10.7033 15.8259 -0.0189 -0.075 -0.0256
O 2.0591 6.04 14.1687 -0.0057 0.0124 -0.0842
O 0.5064 8.1815 14.371 0.0469 -0.0693 -0.0305
O 5.3 3.0056 19.8709 -0.0111 0.0601 0.014
O 7.2764 2.0638 14.7417 0.1445 0.1325 -0.1098
O 0.4645 13.1287 14.8256 -0.0406 0.01 -0.121
O 9.9023 11.4734 15.0436 0.0058 -0.0135 -0.1792
O 8.9356 8.9808 19.5995 0.0343 0.0052 -0.0632
O 8.5878 2.6541 19.3943 -0.0271 -0.0096 0.0221
O 9.6003 8.8381 15.024 0.017 -0.1155 -0.1133
O 6.0369 9.8572 17.9047 -0.0192 -0.014 -0.0532
O 12.591 5.4423 20.1254 0.0138 0.0013 -0.0406
O 7.5672 10.3195 15.7927 0.1673 0.0602 -0.1691
O 5.1806 4.9357 18.1877 -0.0157 0.0744 -0.002
O 7.7438 12.105 20.1158 -0.0001 0.0283 0.0141
O 12.7461 0.3784 19.8873 0.0053 0.0031 -0.0181
O 10.115 0.0812 19.3948 -0.0091 -0.0264 0.0193
O 11.9762 12.3094 17.8757 0.0054 -0.112 -0.1208
O 7.7456 4.9302 22.4946 0.047 -0.0255 0.1489
O 5.6714 8.4276 15.6849 -0.0776 -0.2154 -0.172
O 11.8075 11.1903 22.7621 -0.0456 0.0319 0.0988
O -0.0827 8.6194 22.114 -0.0523 -0.1318 0.0205
O 6.2376 10.5751 23.6639 0.0581 0.0933 0.0331
O 3.6691 10.4585 22.9855 0.0637 0.0672 0.1693
O 6.4197 0.7828 20.6643 0.0122 -0.0022 0.0306
O 3.0899 12.6648 14.9582 0.0129 -0.0303 -0.1253
O 6.4411 9.1441 20.4438 -0.0393 -0.0154 -0.0001
O -3.8581 20.5535 27.1924 0.0265 -0.1867 0.3398
O 5.7418 13.15 14.7325 0.129 -0.0201 -0.1502
O 6.235 5.7918 20.5002 -0.0462 -0.011 0.0116
O 10.563 6.2182 15.2178 0.0167 -0.016 -0.1012
O 9.0451 4.1507 14.7922 -0.0886 -0.0367 -0.1326
O 10.7703 3.5466 20.7585 -0.0232 0.0286 0.035
O 3.9385 9.3229 25.3196 0.1724 -0.1076 0.23
O 3.3881 3.4623 23.5777 -0.0107 -0.0534 0.0173
O 5.347 12.018 21.6453 0.0367 0.0753 0.0062
O 2.191 1.5676 15.8148 -0.0802 -0.0988 -0.1897
O 8.8095 5.219 20.0774 0.002 0.0234 -0.0262
O 11.1099 9.6888 18.0104 -0.0199 -0.0121 -0.1001
O 3.6282 5.9088 20.1932 -0.0077 -0.0121 -0.007
O 10.4832 4.1007 18.248 -0.0084 -0.0121 -0.0304
O 8.7869 8.5666 25.1697 -0.07 -0.0416 0.0681
O 1.981 7.873 19.5057 -0.0062 -0.047 -0.0839
O 9.6784 6.1983 25.6221 0.0447 -0.0692 0.1544
O 8.1336 7.356 21.5037 0.0174 -0.0135 0.0221
O 11.039 10.1675 25.1453 -0.1378 -0.0795 0.1447
O 5.7982 4.1582 24.1435 0.1386 0.0396 0.1127
O 11.5959 1.6352 17.7898 -0.0142 0.0254 -0.0917
O 4.5423 -0.7775 24.216 -0.0284 0.1314 0.1995
O 12.7054 3.992 22.4338 -0.0473 0.0041 -0.0432
O 7.8563 13.7751 18.0686 0.001 0.0408 -0.0193
O 8.3001 3.9923 24.9265 0.0757 -0.171 0.1686
O 1.8746 8.6913 23.8824 0.0624 -0.0158 0.1011
O 4.6034 6.1329 14.8896 0.1137 -0.0755 -0.0772
O 1.9564 6.8972 22.0375 -0.0028 -0.0584 -0.0955
O 4.6622 2.1214 15.0308 0.0497 0.0791 -0.0947
O 3.7118 1.0323 20.4311 -0.007 0.0274 -0.0063
O 12.9482 2.3495 24.6228 -0.0583 -0.0056 0.1771
O 9.2146 2.2689 16.8483 0.0309 0.0176 -0.0195
O 6.5299 -0.3435 25.8279 -0.0343 0.0096 0.1015
O 7.6567 1.9019 26.3274 0.0085 0.1085 -0.0273
O 9.2423 -0.1812 26.0863 -0.0101 0.0123 0.0112
O 4.9303 1.7203 24.9938 0.0091 -0.1017 0.2045
O 3.0283 4.0903 15.6023 0.0174 0.2053 -0.1848
O 6.6362 2.7156 17.583 0.0597 0.0024 -0.0376
O 5.2781 2.1743 22.4118 0.0167 -0.0043 0.0579
O -0.0178 4.457 25.3793 -0.0209 0.0849 0.0957
O 4.018 9.6436 19.6891 -0.0234 -0.0222 0.0239

Results
free energy: -215761.702 eV
free energy less fixed offsets of O -568.88, Si -635.61 eV per atom: -2.892 eV

The program warned: the cutoff lies below the one the program advises for these potential files; the exchange-correlation potential is rough where the density is thin.
